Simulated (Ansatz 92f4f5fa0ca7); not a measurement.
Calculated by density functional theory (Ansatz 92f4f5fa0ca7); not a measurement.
Periodic cell of 273 atoms, Si157O104As12, from a study of silicon, its oxide and their interface. The atomic structure is a simulated model.
Doubt: the cutoff is far below the 930 eV that the study's wrapper takes by default for these files, so forces and energies are approximate.
This geometry differs little from another in the collection (a relaxation step or a small displacement).

Settings
functional: PBE
potential files: Ansatz PAW
basis: plane waves
wave-function cutoff: 580 eV
density cutoff ratio: 5
exchange-correlation grid ratio: 1
k mesh: 1 x 1 x 1, Gamma-centred
self-consistency stop: 5e-08 eV per atom in the density residual
occupations: fixed
spin: none
net charge: 0

Cell vectors (angstrom)
a 11.6015 0 0
b 0 13.3963 0
c 0 0 31.3256

Atoms: element, x, y, z (angstrom)
Si 0.082 0.2956 24.4984
As 3.9508 0.069 24.3844
As 7.6988 0.0876 24.3281
Si 2.0176 3.2805 24.7003
As 5.8001 3.3654 24.3611
Si 9.733 3.432 24.6218
As 0.0273 6.7994 24.3274
Si 3.8412 6.7346 24.485
Si 7.6577 6.9476 24.8183
As 1.9583 10.1442 24.3155
As 5.8161 10.181 24.3828
Si 9.6614 10.2005 24.6541
Si 0.0234 2.362 25.5712
Si 3.9733 2.2405 25.5198
Si 7.7364 2.2921 25.3891
Si 1.9147 5.6221 25.333
Si 5.7725 5.5931 25.3956
Si 9.6781 5.7304 25.3772
Si 0.0477 9.0161 25.4009
Si 3.8791 9.0197 25.343
Si 7.6845 9.149 25.5821
Si 1.9827 12.3759 25.3468
Si 5.8218 12.358 25.4555
Si 9.6914 12.4746 25.309
Si 0.0166 2.2906 27.8939
Si 3.9038 2.2599 27.8374
Si 7.7551 2.2855 27.7477
Si 1.9476 5.5982 27.726
Si 5.7904 5.6268 27.7632
Si 9.6635 5.6358 27.7462
Si 0.01 8.9808 27.7551
Si 3.8686 8.9495 27.7227
Si 7.7393 9.0298 27.8899
Si 1.9316 12.331 27.7246
Si 5.818 12.3227 27.7967
Si 9.7175 12.3644 27.7137
Si 1.9581 1.14 28.5771
Si 5.8367 1.1499 28.5807
Si 9.6704 1.1667 28.5741
Si 0.0007 4.5366 28.5698
Si 3.8717 4.5007 28.5668
Si 7.7368 4.5095 28.5471
Si 1.9374 7.8379 28.5362
Si 5.799 7.8523 28.5637
Si 9.6816 7.8634 28.5582
Si 0.0135 11.2132 28.5429
Si 3.864 11.1862 28.5333
Si 7.777 11.2577 28.5807
Si 1.9336 1.1164 30.9306
Si 5.8008 1.1164 30.9306
Si 9.6679 1.1164 30.9306
Si 0 4.4654 30.9306
Si 3.8672 4.4654 30.9306
Si 7.7343 4.4654 30.9306
Si 1.9336 7.8145 30.9306
Si 5.8008 7.8145 30.9306
Si 9.6679 7.8145 30.9306
Si 0 11.1635 30.9306
Si 3.8672 11.1635 30.9306
Si 7.7343 11.1635 30.9306
Si 0 0 0.3944
Si 3.8672 0 0.3944
Si 7.7343 0 0.3944
Si 1.9336 3.3491 0.3944
Si 5.8008 3.3491 0.3944
Si 9.6679 3.3491 0.3944
Si 0 6.6981 0.3944
Si 3.8672 6.6981 0.3944
Si 7.7343 6.6981 0.3944
Si 1.9336 10.0472 0.3944
Si 5.8008 10.0472 0.3944
Si 9.6679 10.0472 0.3944
Si -0.0157 -0.0218 2.7592
Si 3.8649 -0.0423 2.7446
Si 7.7261 -0.0273 2.745
Si 1.9072 3.3198 2.7747
Si 5.8055 3.321 2.7623
Si 9.66 3.3122 2.7882
Si -0.0428 6.6497 2.781
Si 3.8325 6.6836 2.7459
Si 7.746 6.6572 2.7804
Si 1.8924 10.0092 2.7553
Si 5.8182 10.016 2.768
Si 9.6659 9.9936 2.7488
Si -0.0213 2.1951 3.5998
Si 3.8607 2.1906 3.5132
Si 7.7318 2.1854 3.5681
Si 1.8982 5.5601 3.5538
Si 5.7753 5.5749 3.5003
Si 9.649 5.515 3.6452
Si -0.0356 8.8617 3.5872
Si 3.8463 8.9216 3.489
Si 7.7614 8.8758 3.5801
Si 1.9178 12.2464 3.5095
Si 5.8021 12.2467 3.5297
Si 9.6512 12.2304 3.4896
Si 0.032 2.101 5.9832
Si 3.8649 2.1376 5.8442
Si 7.6765 2.0909 5.9316
Si 1.9359 5.5184 5.9108
Si 5.7071 5.5522 5.833
Si 9.6337 5.407 6.0739
Si -0.0443 8.8801 5.968
Si 3.832 8.9908 5.8226
Si 7.7783 8.8901 5.9644
Si 1.9261 12.2285 5.8365
Si 5.7792 12.2242 5.8626
Si 9.6457 12.124 5.8125
As 1.9811 1.0064 6.9279
As 5.7479 1.0088 6.9426
Si 9.6416 0.8976 6.7158
Si 0.0747 4.3217 6.8506
As 3.8409 4.3647 6.8753
Si 7.5324 4.325 6.7049
Si 1.9398 7.8111 6.6769
Si 5.751 7.8548 6.5824
Si 9.6748 7.6325 6.8981
As -0.0101 11.1328 6.889
As 3.8426 11.1634 6.9133
As 7.7135 11.1271 6.944
O 11.8587 4.2451 8.5189
O 9.7167 7.3039 8.5691
O 9.5684 0.5632 8.3716
O 1.9148 7.9502 8.3398
O 5.7218 8.1181 8.2287
O 7.1305 4.1981 8.3221
O 0.2126 14.2531 22.8853
O 7.4964 7.463 23.208
O 9.9616 3.2815 22.9372
O 9.5664 10.3189 22.982
O 3.7639 6.6139 22.8155
O 2.0867 2.7765 23.0941
Si -0.109 4.3774 17.5803
Si 8.4992 6.9876 22.0266
Si -4.572 2.3915 20.2781
Si 14.6643 9.062 19.5513
Si 8.4198 9.7854 11.6459
Si 1.6489 8.6818 12.4103
Si 2.2025 13.2946 19.8103
Si 11.2839 10.2408 10.993
Si 11.9957 -2.7258 19.6242
Si 2.2449 0.5319 16.7925
Si 5.1327 1.3517 12.4493
Si 9.0356 3.9944 21.7904
Si 13.9579 7.2932 9.7592
Si 9.947 7.766 10.1188
Si 8.7348 4.2402 18.8476
Si -0.6413 6.6684 12.7887
Si 7.4538 3.4211 12.3917
Si 5.5968 10.0022 11.3992
Si 10.3765 2.9997 11.6284
Si 7.7223 8.5021 19.7362
Si 9.5922 11.7369 17.8374
Si 1.5427 4.1789 20.1816
Si 4.2729 11.7083 16.3298
Si -1.807 9.5132 21.5933
Si 4.6592 11.5364 19.4267
Si 5.4313 8.4033 17.9953
Si 12.3094 4.8088 14.746
Si 6.4003 5.6606 14.4613
Si 3.6755 4.9113 13.8878
Si 0.9846 12.7896 10.7086
Si 3.8498 12.2283 11.5411
Si 6.2129 18.7724 17.5504
Si -2.1131 13.6227 15.3689
Si 5.3883 7.4129 9.6469
Si 6.5016 0.4299 16.2811
Si 4.5001 4.0732 19.6125
Si 10.596 0.2078 12.5078
Si 3.7296 3.6707 10.9491
Si 3.8378 10.2704 13.7149
Si 7.2398 13.0028 19.2815
Si 0.0727 2.1153 15.8033
Si 7.9821 9.2127 16.9661
Si 4.4209 2.1316 15.2746
Si 10.2264 0.8585 9.8195
Si 6.3971 4.6083 9.7092
Si 1.2181 1.8711 22.0349
Si 0.9418 4.4809 9.9837
Si 8.4685 8.0789 14.1469
Si 3.3244 19.7313 21.2706
O 11.1339 8.8968 10.0732
O 2.329 8.4016 10.9514
O 9.6612 0.0179 11.1382
O -1.7142 7.4915 13.6654
O 3.0526 7.7794 20.5538
O 11.5135 4.098 11.2076
O 6.7113 0.2438 17.8769
O 0.6638 3.0231 20.967
O 2.8386 -0.9284 16.4259
O 2.2925 3.5811 10.1888
O 15.3755 12.8598 19.7456
O 12.2776 3.1712 14.7128
O 2.1062 0.8877 21.0901
O 6.6552 1.9801 12.5637
O 4.8256 6.0424 14.1749
O 9.8672 4.4607 17.7156
O 3.8908 6.766 9.6295
O 9.0817 3.4404 12.533
O 2.1966 5.3655 14.3819
O -3.1484 8.339 18.278
O 6.8428 4.4359 13.4906
O 2.6085 12.895 10.7089
O 8.4944 10.7356 17.1678
O 10.3768 6.612 11.2316
O 1.3721 6.0492 10.1234
O 7.8727 13.6797 15.4337
O 4.1609 2.206 11.4731
O 1.5351 9.5638 19.2031
O 7.7858 7.1075 20.5749
O 5.5077 8.4981 10.8266
O 6.3368 22.5695 16.8471
O 1.9503 5.427 21.1751
O 1.8552 0.6159 18.378
O 8.5829 8.4637 10.6857
O 5.2607 9.9054 13.0005
O 9.8987 2.4194 10.1655
O -0.3936 5.2883 13.6341
O 4.8496 4.12 9.8548
O 2.7747 9.0455 13.5185
O 9.5541 4.3635 20.2782
O 3.9302 -3.0986 20.2142
O 15.7415 3.6517 14.8122
O 7.145 0.7776 20.4136
O 12.271 4.8012 18.9422
O 5.4618 12.6736 15.7703
O 6.1466 8.8037 19.4342
O 7.0999 10.6067 11.1694
O 5.4823 2.9136 20.2242
O 3.642 4.6402 12.2726
O 0.3231 5.2845 16.2795
O 11.0139 1.7976 12.5421
O 0.2244 2.8101 17.2738
O 4.6469 11.2073 17.826
O 7.2488 3.9203 10.878
O 4.4993 10.9871 10.6858
O 6.4564 6.2212 9.9088
O 4.507 5.4685 20.5029
O 7.9348 2.8049 18.9536
O 6.2296 11.8153 19.7967
O 3.2858 -1.7609 12.972
O 4.4123 1.2326 13.9111
O 9.9027 13.068 13.878
O 8.1303 9.3465 13.1892
O -1.4837 15.1268 15.5088
O 12.2022 9.9231 12.3009
O 9.872 7.899 21.9495
O 11.8692 13.9691 9.8072
O 7.6989 3.077 21.6083
O 5.0968 -0.1424 11.805
O 10.0475 12.7225 16.6166
O 5.882 15.3121 15.9846
O 8.4873 9.6761 20.5969
O 8.7922 12.5093 19.0586
O 1.1637 12.0473 20.0417
O 3.8258 8.657 18.1476
O 9.789 10.6666 11.5169
O 11.15 10.0587 20.8843
O 7.2846 6.9724 14.115
O 12.0485 11.3632 10.0999
O 7.5496 5.3039 18.4902
O 6.6171 5.1339 15.9936
O 3.3114 1.6961 16.3824
O 0.9324 0.7377 15.8465
O 8.767 5.4536 22.4445
O 5.0595 4.3462 18.0936
O 5.5585 6.8371 17.6713
O -2.9154 8.5888 15.6655
O 0.4179 12.8365 12.2553
O 4.0704 10.4677 15.3063
O -0.6728 10.9895 18.4147
O 0.8175 7.3736 12.8591
O 2.9501 3.5432 19.5892

Results
free energy: -217231.868 eV
free energy less fixed offsets of As -4856.12, O -568.88, Si -635.61 eV per atom: -4.138 eV

Forces (eV/angstrom), in the order of the atoms: element, x, y, z
Si 0.0031 -0.105 0.0596
As -0.0053 0.0235 0.1031
As -0.0223 -0.0026 0.1014
Si -0.0564 0.0486 0.0327
As 0.0343 0.0148 0.1065
Si -0.0268 0.065 0.0429
As -0.0372 -0.0062 0.1053
Si -0.0544 0.0511 0.0855
Si 0.0307 -0.0949 -0.0934
As -0.0175 -0.0218 0.1135
As 0.0215 0.0101 0.0994
Si -0.0018 -0.0679 -0.0028
Si 0.0369 -0.0097 -0.0191
Si -0.0135 -0.0175 -0.1856
Si 0.0475 -0.021 -0.1907
Si 0.0643 -0.0302 -0.0837
Si -0.0322 0.0366 -0.1271
Si -0.008 -0.0418 -0.1645
Si -0.0092 0.0061 -0.199
Si 0.0215 -0.0548 -0.141
Si 0.0057 0.1278 -0.1088
Si -0.1086 0.0429 -0.1654
Si 0.0451 -0.0076 -0.1433
Si 0.0873 0.0701 -0.0623
Si -0.0304 0.0133 -0.0372
Si 0.0619 -0.0265 0.0866
Si -0.0645 -0.0303 0.0912
Si -0.062 0.0327 -0.0116
Si 0.029 -0.0618 0.0256
Si 0.0723 0.0272 0.037
Si 0.0638 -0.005 0.0639
Si -0.0022 0.0577 0.0091
Si -0.0236 -0.0192 0.0444
Si 0.1073 -0.0435 0.0402
Si -0.0387 0.0073 0.0106
Si -0.0938 -0.0043 -0.0003
Si -0.0336 0.0048 -0.0088
Si 0.0242 0.0229 0.0305
Si 0.0393 -0.0375 0.0157
Si 0.0076 0.0111 0.0542
Si 0.0178 0.023 0.0203
Si -0.0556 0.0189 0.0226
Si -0.0357 -0.0499 0.054
Si 0.0095 0.0431 0.0193
Si -0.0224 -0.0574 0.0245
Si -0.0134 -0.0125 0.0178
Si -0.0207 0.0052 0.0653
Si 0.0469 0.0439 0.0197
Si 0.0388 -0.0258 0.1231
Si 0.1296 0.0345 0.1108
Si -0.0606 0.0002 0.0895
Si 0.0321 0.1772 0.051
Si -0.0078 0.0935 0.0818
Si -0.0206 0.062 -0.097
Si 0.0405 0.0134 -0.1734
Si -0.0824 0.0364 0.0615
Si 0.081 0.0625 -0.0782
Si 0.0118 0.0846 -0.1327
Si -0.0465 0.0384 -0.1509
Si 0.1179 0.258 0.1313
Si -0.0206 0.014 -0.0338
Si 0.0062 -0.0661 -0.1628
Si -0.0498 -0.0465 0.0011
Si -0.0765 -0.0443 0.0527
Si 0.0412 -0.0773 -0.0091
Si 0.0072 -0.0473 0.141
Si -0.1225 -0.1014 0.1635
Si -0.0877 -0.0361 -0.097
Si 0.1032 -0.0732 0.0772
Si -0.1178 -0.0615 -0.0887
Si 0.0731 -0.0722 -0.0515
Si -0.012 -0.1166 -0.1113
Si 0.0087 0.0322 0.0099
Si -0.0137 0.015 0.0173
Si -0.0078 0.0317 0.0136
Si 0.0129 0.0031 -0.033
Si -0.0116 0.0188 -0.0243
Si -0.0166 0.0283 -0.0407
Si -0.04 -0.0044 -0.0311
Si -0.0099 -0.0439 -0.0022
Si 0.0165 0.0022 -0.0211
Si -0.0555 -0.0301 -0.0143
Si 0.0322 -0.0791 -0.0458
Si 0.0178 0.0102 -0.0303
Si 0.0612 -0.0056 -0.0329
Si -0.0029 0.0162 -0.0388
Si -0.04 -0.0033 -0.0495
Si 0.0714 -0.0557 -0.044
Si -0.0472 -0.0636 -0.0551
Si 0.0128 -0.0211 0.0358
Si 0.0405 0.1064 -0.008
Si 0.0139 0.0496 -0.0246
Si -0.0437 0.0835 0.0065
Si 0.0236 -0.0149 -0.0652
Si -0.0247 0.007 -0.0677
Si 0.012 -0.046 -0.0532
Si -0.1036 -0.0512 0.0945
Si -0.0338 0.0038 0.1269
Si 0.0502 -0.0753 0.0899
Si -0.0085 0.0121 0.1205
Si -0.0888 0.0208 0.1222
Si -0.0188 -0.0178 0.0535
Si -0.0607 -0.0666 0.0757
Si -0.0539 -0.0249 0.1074
Si 0.0524 -0.0597 0.0757
Si 0.0175 0.0271 0.1328
Si 0.007 0.0072 0.1698
Si -0.0244 -0.0117 0.1272
As 0.0631 -0.025 -0.0431
As -0.0245 -0.0078 -0.0561
Si 0.0341 0.0895 0.0353
Si -0.073 0.0406 -0.0457
As 0.0087 0.0102 -0.0542
Si 0.1526 0.0608 0.068
Si 0.0579 0.0101 -0.0371
Si 0.0461 0.0052 -0.0167
Si -0.0268 0.1109 -0.0075
As -0.0226 -0.0152 -0.0236
As 0.0038 -0.0228 -0.0906
As 0.0204 -0.0158 -0.0866
O 0.0339 -0.007 -0.0041
O 0.0069 -0.0119 0.0629
O 0.0193 -0.0156 -0.0042
O 0.004 0.002 0.0433
O -0.0046 -0.0077 -0.0349
O -0.0225 0.0162 -0.0858
O 0.021 0.0501 -0.0581
O -0.024 0.0141 0.0968
O -0.0314 0.0321 -0.0181
O -0.0022 -0.0004 0.0246
O -0.014 -0.0109 -0.0466
O 0.0276 -0.0246 -0.018
Si -0.0039 0.0036 0.004
Si 0.0161 -0.0512 0.0324
Si 0.0175 0.0185 -0.0328
Si -0.0209 -0.0097 -0.0487
Si -0.004 -0.0095 0.0356
Si -0.0119 -0.0025 0.0289
Si -0.0266 0.0265 -0.0156
Si -0.0028 -0.0254 0.0548
Si -0.0017 -0.005 -0.0217
Si 0.0131 -0.0022 -0.0037
Si 0.0156 0.0115 0.0247
Si 0.0321 0.0073 0.0343
Si -0.0175 0.0097 -0.0586
Si -0.0081 -0.0624 -0.059
Si 0.0152 0.0016 -0.0099
Si 0.0003 0.0028 -0.0009
Si 0.0112 0.0043 0.0051
Si 0.0111 -0.0065 0.0363
Si -0.013 -0.0014 0.0263
Si 0.0162 -0.0062 -0.0178
Si 0.0038 -0.0167 -0.0109
Si -0.0004 -0.0195 -0.026
Si -0.0198 -0.0076 -0.0177
Si 0.016 -0.002 0.0317
Si -0.0082 -0.0042 -0.0456
Si 0.0045 -0.0074 -0.0257
Si -0.0049 0.0029 0.0126
Si 0.0077 0.0003 0.0148
Si 0.0003 -0.0054 0.0116
Si -0.02 0.019 0.0407
Si 0.0019 -0.0089 0.0471
Si -0.0055 -0.006 -0.0148
Si 0.0041 -0.0091 -0.0194
Si 0.0021 -0.0091 -0.0258
Si 0.0087 -0.0043 0.003
Si -0.021 0.0077 -0.0413
Si -0.0017 0.0123 0.0286
Si 0.0118 0.0201 0.0343
Si -0.0004 -0.0111 0.0048
Si 0.0085 0.0109 -0.033
Si 0.0019 0.002 -0.0017
Si 0.0075 -0.0208 -0.0161
Si -0.0091 -0.0002 -0.0059
Si -0.0267 0.0067 -0.06
Si 0.0216 -0.0097 -0.0198
Si -0.0344 -0.0017 0.0965
Si -0.0294 -0.0013 -0.0249
Si 0.0024 0.0064 0.0021
Si 0.011 -0.0157 0.0443
O 0.0148 0.041 -0.0098
O -0.0026 0.0164 -0.0125
O 0.0131 -0.0007 -0.0173
O 0.0004 -0.0053 -0.0021
O -0.0074 0.0232 0.0037
O -0.0004 0.0031 -0.0174
O -0.0041 0.002 0.0062
O 0.0041 0.0145 -0.0004
O 0.0125 -0.0061 0.0085
O 0.0197 -0.0083 -0.0133
O 0.0014 0 0.0382
O -0.0015 -0.0033 -0.0029
O 0.0319 -0.0508 -0.0531
O -0.0042 -0.0057 -0.0227
O -0.0009 0.0025 -0.0097
O -0.0076 -0.0031 0.0157
O 0.0086 -0.0009 0.0006
O -0.0108 -0.0022 -0.0089
O -0.0033 0.0016 0.0005
O -0.0035 0.0091 0.0123
O -0.0047 0.0066 -0.0062
O -0.0006 -0.003 -0.0305
O -0.0016 0.0074 0.0138
O 0.0032 0.0008 -0.0047
O 0.0012 -0.0043 -0.0054
O -0.0033 0.0026 0.0006
O -0.0078 -0.0006 -0.0284
O 0.0137 -0.0058 0.0309
O -0.0037 0.0205 0.0143
O 0.0062 0.0287 -0.0019
O 0.0064 -0.0011 0.0107
O -0.0049 0.0035 0.0162
O 0.0135 -0.0157 0.0148
O -0.0164 0.027 -0.0065
O -0.0105 0.0056 -0.0149
O 0.0159 0.0042 -0.0057
O 0.0049 -0.0041 0.0014
O -0.0243 -0.006 -0.0093
O 0.0092 0.0042 -0.0099
O -0.0185 -0.0014 -0.0041
O 0.0033 0.0051 0.0301
O -0.0029 -0.0069 0.002
O -0.0102 -0.0093 0.024
O -0.0063 0.0121 0.0013
O 0 -0.0023 0.0009
O -0.0035 0.0003 0.0173
O -0.0078 0.0051 -0.0333
O 0.0151 -0.0146 0.0292
O 0.0041 0.0006 -0.0233
O 0.0019 -0.0005 -0.0038
O 0.0018 -0.0148 -0.0046
O 0.0015 -0.0118 0.0078
O -0.0035 0.0025 -0.0035
O 0.005 -0.0024 -0.0093
O -0.002 0.0086 -0.0188
O -0.0051 -0.0109 -0.0017
O 0.015 -0.0158 0.0139
O -0.0052 0.0005 0.0249
O -0.0008 0.0004 0.0355
O 0.0025 0.0008 -0.0162
O -0.0055 0.0014 0.0004
O -0.0096 0.0054 0.0053
O -0.0034 -0.0016 -0.008
O 0.0002 -0.0002 0.0062
O -0.0005 0.006 -0.0199
O 0.0037 0.006 0.008
O 0.0199 -0.0161 -0.0266
O -0.0341 -0.0096 0.007
O -0.0031 -0.002 -0.0296
O 0.0023 0.0035 0.0058
O 0.0015 0.0004 0.01
O -0.0251 -0.0069 0.0063
O -0.0052 -0.0024 0.0203
O 0.0199 0.0119 0.0274
O 0.0021 -0.0025 0.0097
O 0.0077 0.0065 -0.0359
O 0.0194 0 0.0028
O -0.0069 -0.0071 -0.0061
O -0.0031 0.0056 -0.0402
O 0.0069 -0.0107 0.0133
O 0.0061 -0.0005 -0.0002
O 0.0015 -0.0044 0.0101
O -0.0058 0.0006 -0.0016
O 0.0257 -0.0476 -0.0108
O 0.0093 0.0058 0.0103
O -0.0015 0.0014 0.0154
O 0.0005 0.0024 0.012
O 0.0069 -0.0015 -0.0451
O -0.0002 0.0135 0.0226
O -0.0124 0.0088 0.0024
O 0.0026 -0.0012 -0.0051
O 0.0094 0.0014 0.0191

The program warned: the cutoff lies below the one the program advises for these potential files; the exchange-correlation potential is rough where the density is thin.
